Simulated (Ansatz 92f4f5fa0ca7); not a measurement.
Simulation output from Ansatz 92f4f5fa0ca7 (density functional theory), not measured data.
Periodic cell of 251 atoms, Si165O86, from a study of silicon, its oxide and their interface. The atomic structure is a simulated model.
Doubt: the cutoff is far below the 930 eV that the study's wrapper takes by default for these files, so forces and energies are approximate.
This geometry differs little from another in the collection (a relaxation step or a small displacement).

Settings: functional PBE; potential files Ansatz PAW; basis plane waves; wave-function cutoff 580 eV; density cutoff ratio 5; exchange-correlation grid ratio 1; k mesh 1 x 1 x 1, Gamma-centred; self-consistency stop 5e-08 eV per atom in the density residual; occupations fixed; spin none; net charge 0.

Cell vectors (angstrom)
a, 10.938, 0, 0
b, 0, 10.938, 0
c, 0, 0, 37.4081

Atoms: element, x, y, z (angstrom)
Si, 0, 0, 0.683
Si, 5.469, 0, 0.683
Si, 2.7345, 2.7345, 0.683
Si, 8.2035, 2.7345, 0.683
Si, 0, 5.469, 0.683
Si, 5.469, 5.469, 0.683
Si, 2.7345, 8.2035, 0.683
Si, 8.2035, 8.2035, 0.683
Si, 1.3673, 1.3673, 2.0503
Si, 6.8362, 1.3673, 2.0503
Si, 4.1018, 4.1018, 2.0503
Si, 9.5708, 4.1018, 2.0503
Si, 1.3673, 6.8362, 2.0503
Si, 6.8362, 6.8362, 2.0503
Si, 4.1018, 9.5708, 2.0503
Si, 9.5708, 9.5708, 2.0503
Si, 2.7345, 0, 35.3566
Si, 8.2035, 0, 35.3566
Si, 0, 2.7345, 35.3566
Si, 5.469, 2.7345, 35.3566
Si, 2.7345, 5.469, 35.3566
Si, 8.2035, 5.469, 35.3566
Si, 0, 8.2035, 35.3566
Si, 5.469, 8.2035, 35.3566
Si, 4.1018, 1.3673, 36.7239
Si, 9.5708, 1.3673, 36.7239
Si, 1.3673, 4.1018, 36.7239
Si, 6.8362, 4.1018, 36.7239
Si, 4.1018, 6.8362, 36.7239
Si, 9.5708, 6.8362, 36.7239
Si, 1.3673, 9.5708, 36.7239
Si, 6.8362, 9.5708, 36.7239
Si, 4.7064, 2.0868, 29.2502
Si, 7.4341, 2.1755, 22.7775
Si, 5.3233, 0.6471, 24.4218
Si, 9.4146, 2.7574, 27.0406
Si, -2.9193, 0.1229, 20.5321
Si, 3.3522, 0.8223, 17.3272
Si, 2.3923, 3.937, 26.7584
Si, 12.3449, 10.7115, 24.7762
Si, -3.7549, -4.0025, 28.3627
Si, 2.5737, -2.3713, 26.726
Si, 4.3393, 4.8128, 25.5337
Si, 13.8341, 4.8277, 20.2087
Si, 4.1059, 6.8746, 31.1337
Si, 5.9373, 11.9238, 13.4834
Si, 5.3886, 8.5593, 23.5381
Si, 11.7811, 13.0525, 26.6182
Si, 0.3834, -4.9825, 24.0535
Si, 8.1871, 0.1853, 30.0109
Si, -0.1728, 0.3739, 15.6063
Si, 7.0734, 4.2706, 31.1489
Si, 3.9634, 1.2079, 31.2312
Si, 8.4871, 5.6361, 29.8672
Si, 0.845, 11.7557, 28.6332
Si, 5.8082, 5.0307, 27.5008
Si, 3.7818, 4.0879, 28.6114
Si, 9.5471, 1.4026, 31.4424
Si, 1.3871, 4.0111, 31.3854
Si, 2.6794, -0.1726, 29.7765
Si, 5.5676, 8.168, 29.6914
Si, 9.7114, 6.9552, 31.2896
Si, 1.4506, 9.5439, 31.3351
Si, 12.0445, 5.4747, 28.0969
Si, 0.0355, -0.0187, 32.6676
Si, 5.4756, -0.0319, 32.5678
Si, 2.7877, 2.6858, 32.6694
Si, 8.1867, 2.8158, 32.6691
Si, 0.0218, 5.4655, 32.6497
Si, 5.4841, 5.47, 32.4835
Si, 2.8185, 8.1859, 32.646
Si, 8.2155, 8.2363, 32.5943
Si, 1.3806, 1.3647, 34.0171
Si, 6.8152, 1.3782, 33.9639
Si, 4.1527, 4.1093, 33.9588
Si, 9.5747, 4.1401, 34.0215
Si, 1.3976, 6.8364, 33.9913
Si, 6.8311, 6.8342, 33.9368
Si, 4.1332, 9.5818, 34.0045
Si, 9.5715, 9.5686, 33.9985
Si, 2.7, -0.0435, 3.4188
Si, 8.2151, 0.0267, 3.4117
Si, -0.064, 2.6942, 3.4046
Si, 5.5006, 2.766, 3.4079
Si, 2.7717, 5.5247, 3.3795
Si, 8.2031, 5.4543, 3.4383
Si, -0.0002, 8.2261, 3.4208
Si, 5.4598, 8.2177, 3.424
Si, 4.1049, 1.3649, 4.6591
Si, 9.5054, 1.3669, 4.8917
Si, 1.3148, 4.1644, 4.5775
Si, 6.852, 4.098, 4.8772
Si, 4.091, 6.8825, 4.8416
Si, 9.5407, 6.8905, 4.7583
Si, 1.2998, 9.5845, 4.8811
Si, 6.8211, 9.6332, 4.7422
Si, -0.1131, -0.0107, 6.3129
Si, 5.4875, 0.1019, 6.0871
Si, 2.8437, 4.4403, 12.995
Si, 8.1616, 2.7131, 6.3629
Si, -0.4612, 7.639, 8.767
Si, 4.7769, 2.4229, 8.7873
Si, 2.6986, 8.2367, 6.2507
Si, 4.3926, 4.382, 10.3188
Si, 6.8089, -3.9836, 7.5584
Si, 3.9781, -1.1263, 13.7668
Si, 7.1883, 3.563, 13.1019
Si, 7.542, -0.586, 9.0501
Si, -0.867, 1.4765, 18.5683
Si, 8.6461, 5.9209, 8.7047
Si, 5.6653, 8.6817, 8.8214
Si, 15.024, 9.7558, 7.4389
Si, 7.9539, -0.3286, 11.4185
Si, 6.6981, 1.3253, 7.7743
Si, -1.2791, 4.2208, 7.4518
Si, 1.3224, 1.5787, 7.324
Si, 0.0435, 5.5081, 5.9991
Si, 13.5891, 2.7588, 5.8122
Si, 1.9196, 9.4945, 15.6265
Si, 2.0732, 11.0656, 10.5501
Si, 3.9916, 4.0044, 7.2208
Si, 5.7507, -2.5556, 18.0777
Si, 4.2712, 5.8999, 17.5153
Si, 11.4999, 3.379, 8.6694
Si, 8.1406, 8.2634, 6.1041
Si, 13.4971, 5.4655, -7.4096
Si, 1.3665, 6.732, 7.5426
Si, 9.4003, 9.4904, 7.6858
O, 12.9116, -0.3423, 23.2447
O, 38.5696, 5.355, 10.1578
O, 28.9966, 4.9227, 14.0042
O, 2.9485, 13.1399, 16.5529
O, 8.6645, 14.0568, 23.3022
O, 17.0354, 16.5876, 22.2524
O, 12.8004, 12.4465, 11.414
O, 15.6811, 36.9993, 24.0261
O, -6.0115, 33.3978, 17.0091
O, -0.3898, 5.3893, 17.481
O, -31.2576, 15.1279, 12.0027
O, 11.6921, 14.5163, 15.9605
O, 30.0838, -3.8587, 21.8193
O, -6.5168, 22.2794, 13.3849
O, 13.0203, 3.4947, 19.7056
O, 8.2189, 12.0968, 21.7734
O, 35.214, 40.7606, 15.7064
O, 13.212, 12.5182, 21.4438
O, 12.7383, 16.9353, 20.5897
O, 21.4936, 4.6534, 24.7097
Si, -1.0119, 19.7007, 24.584
Si, -1.7162, 52.0952, 21.6034
Si, 16.1648, 20.7726, 20.7444
Si, 12.9193, 12.8063, 19.8608
Si, 12.8439, 13.5367, 15.375
Si, 22.452, -2.5547, 10.7616
Si, 22.7127, 24.6473, 11.6036
Si, 3.2567, 17.8232, 25.0595
Si, -3.5672, 27.2504, 10.6123
Si, 18.0661, 38.7663, 17.6023
Si, -5.4637, 38.32, 6.2022
Si, 14.0016, 11.4209, 22.3448
Si, -0.0942, 26.8263, 15.9412
Si, 9.5167, 23.3846, 13.1515
Si, 11.4388, 18.6199, 27.7475
Si, 5.7307, 43.3005, 16.0295
Si, -0.8808, 15.2047, 28.717
Si, -23.687, 41.2285, 27.3505
Si, 18.5685, 1.4761, 28.1369
Si, 8.979, -6.7183, 24.4623
Si, 18.2216, 6.4571, 23.0124
Si, 6.829, 20.499, 31.1648
Si, -2.68, 5.8364, 14.7504
Si, 3.6185, 8.6234, 11.2426
Si, -10.88, 30.238, 29.9534
Si, 20.6161, 15.5977, 18.6511
Si, -11.9736, 10.1238, 28.8269
Si, -7.8683, 22.5492, 8.5359
Si, 21.9325, 2.5875, 30.0636
Si, -19.3888, 15.8867, 8.7373
Si, 24.2334, 17.338, 15.234
Si, 16.3223, 22.4738, 27.5126
Si, -10.7183, 17.1279, 20.959
Si, 4.1672, 20.4676, 28.3336
Si, 8.8452, 29.5712, 12.3369
Si, 17.5376, 25.249, 29.0242
Si, 27.0796, 37.1147, 22.4482
O, -15.2514, 40.4105, 23.9862
O, -23.4017, 41.8335, 23.0751
O, 24.2954, 9.9628, 25.8112
O, -24.4503, 35.3701, 13.5713
O, 30.6463, 30.6146, 25.7405
O, -18.1424, 38.2669, 18.9751
O, 32.119, -10.0435, 17.0557
O, 32.5775, -14.542, 24.6459
O, -37.5385, 35.8589, 22.0821
O, 16.8045, 2.6195, 13.3464
O, 4.2535, 30.4154, 12.7559
O, -19.1328, 25.1324, 14.1345
O, -2.8343, 26.8718, 18.4564
O, 10.8112, 24.3087, 12.8537
O, 19.0752, 16.4941, 24.0697
O, 31.3513, 37.611, 15.0841
O, -6.7909, 33.9613, 23.3874
O, 4.7705, 19.1124, 10.1707
O, 8.7659, 18.0458, 13.8583
O, 6.7492, 23.2013, 24.0016
O, -1.7136, 55.3421, 11.7886
O, 22.6423, 38.912, 15.2167
O, -12.1, 46.8125, 18.5122
O, -6.1349, 9.4681, 15.1402
O, -7.6098, 32.1057, 11.1862
O, -2.3079, 9.5544, 20.7043
O, -2.431, 25.4367, 25.8716
O, 17.4137, 42.29, 17.0829
O, 16.6577, 48.9084, 17.3281
O, -0.0392, 20.9435, 24.9259
O, -5.4798, 31.8336, 24.3641
O, 21.8984, 24.8743, 10.2111
O, -23.1608, 11.4442, 14.4307
O, 26.4309, 29.3844, 17.385
O, 15.0611, 37.1792, 11.9671
O, 52.5319, 44.4835, 19.2293
O, 35.8959, 12.0444, 18.9122
O, 24.7614, 16.8418, 13.7494
O, 4.9578, -9.8797, 25.9593
O, 12.1612, 45.0889, 25.187
O, -3.0655, 17.6296, 11.4718
O, 1.1119, 23.0967, 15.0435
O, -5.289, 19.7504, 21.9441
O, 0.5011, 23.1716, 19.4537
O, 3.914, 26.2935, 21.4392
O, -48.3003, -0.0021, 20.412
O, -8.5453, 20.8592, 14.1159
O, 13.5003, 32.2818, 16.8388
O, 29.3558, 14.9509, 11.5488
O, -4.031, -3.6304, 18.5047
O, -7.1078, 21.4157, 21.2644
O, 12.9159, 27.9648, 24.3133
O, -0.4899, 18.7958, 11.9312
O, -25.1038, 17.3714, 16.1548
O, 0.3044, 31.619, 15.7254
O, 14.9115, 18.7385, 23.854
O, -11.6569, 27.0791, 20.0744
O, 33.5636, 10.0474, 10.6604
O, 28.4497, 55.1366, 14.9296
O, -15.1986, 22.2466, 12.1649
O, 14.1316, 49.2824, 16.3475
O, 37.8182, 19.9742, 19.3616
O, 21.5294, 18.6816, 20.8965
O, -8.7836, 18.7873, 11.0453
O, 21.928, -5.2198, 22.4955
O, -2.7654, 9.1626, 12.162

Results
free energy: -153796.812 eV
free energy less fixed offsets of O -568.88, Si -635.61 eV per atom: 2.518 eV

Forces (eV/angstrom), in the order of the atoms: element, x, y, z
Si, 0.0174, -0.015, -0.0729
Si, -0.0402, 0.0723, 0.0441
Si, -0.0132, 0.0176, 0.0762
Si, -0.0379, 0.0876, -0.0637
Si, 0.0228, -0.0211, 0.0509
Si, -0.0337, -0.0237, -0.0575
Si, -0.0495, 0.0264, -0.0771
Si, 0.0572, 0.0455, 0.0492
Si, -0.1914, -0.1803, 0.0677
Si, 0.1298, 0.1847, -0.1137
Si, 0.2212, 0.1914, -0.1009
Si, -0.2516, -0.1311, -0.0917
Si, 0.03, 0.3514, -0.1402
Si, -0.0822, -0.1063, 0.1844
Si, -0.2081, -0.1884, -0.0848
Si, 0.0712, 0.1771, -0.0248
Si, 0.0657, -0.0703, 0.1352
Si, -0.0536, 0.1715, -0.1446
Si, 0.0116, 0.0448, 0.0625
Si, 0.0327, 0.055, 0.008
Si, 0.2796, -0.1324, -0.1277
Si, -0.2311, 0.2474, 0.0351
Si, 0.088, -0.0816, -0.0269
Si, 0.1448, -0.1358, -0.067
Si, -0.0409, 0.0067, -0.0025
Si, -0.025, 0.0511, 0.0155
Si, 0.0193, -0.0502, -0.0041
Si, 0.0385, -0.0345, 0.0001
Si, 0.0125, -0.0346, 0.0085
Si, -0.0404, 0.0163, 0.0134
Si, 0.0522, -0.0159, -0.002
Si, 0.0072, -0.0706, -0.0003
Si, 0.0151, -0.1028, 0.0344
Si, 0.0062, -0.0097, 0.0098
Si, -0.0106, -0.0153, 0.0152
Si, 0.0449, -0.0477, -0.0089
Si, 0.0048, -0.0105, -0.0044
Si, 0.0018, 0.0002, -0.0035
Si, -0.0306, -0.0496, -0.0272
Si, 0.0007, 0.0319, 0.0115
Si, 0.0164, 0.006, -0.0277
Si, 0.0105, -0.026, -0.0064
Si, -0.0521, 0.0089, 0.0804
Si, -0.0029, 0.0032, -0.0001
Si, -0.0025, 0.0142, 0.0045
Si, -0.0173, -0.0169, 0.0012
Si, -0.0163, -0.0014, 0.0131
Si, -0.0334, 0.048, 0.0086
Si, -0.0054, 0.0111, 0.0145
Si, -0.0153, -0.0024, -0.0278
Si, 0.0061, 0.0004, -0.0064
Si, -0.015, -0.0111, 0.0228
Si, 0.0138, 0.0362, 0.0043
Si, 0.0199, -0.0392, -0.0097
Si, -0.0202, 0.0192, -0.0288
Si, -0.2228, 0.1174, 0.0133
Si, 0.0215, 0.1415, -0.0322
Si, 0.0213, -0.009, -0.0141
Si, 0.0081, -0.0324, 0.0209
Si, 0.0104, -0.0166, -0.0017
Si, -0.0149, -0.0179, -0.0137
Si, -0.0008, 0.002, 0.0394
Si, 0.0125, 0.0035, 0.0136
Si, -0.0239, 0.0121, -0.0768
Si, -0.0011, 0.0066, 0.0262
Si, -0.0109, 0.0058, 0.0061
Si, -0.0146, -0.0048, 0.0079
Si, -0.0102, -0.0014, -0.0001
Si, 0.0033, 0.0154, 0.0103
Si, 0.0033, 0.0085, 0.029
Si, 0.0033, -0.0029, 0.0183
Si, 0.0024, -0.0069, 0.0124
Si, 0.0085, 0.0001, 0.0107
Si, -0.0067, -0.0069, 0.008
Si, -0.0065, 0.0053, 0.0049
Si, 0.0114, -0.0099, 0.0081
Si, -0.0094, 0.0001, 0.0065
Si, -0.0005, -0.0031, 0.0129
Si, -0.0027, 0.003, 0.0024
Si, -0.0075, 0.0085, 0.0145
Si, -0.0169, -0.0009, -0.0041
Si, 0.0021, 0.0029, 0.0073
Si, -0.0074, -0.0053, 0.005
Si, 0.0076, 0.0035, -0.0066
Si, 0.0109, 0.0052, 0.0041
Si, -0.0081, 0.0049, -0.0036
Si, 0.0038, -0.0006, -0.0072
Si, -0.0011, -0.0053, 0.0003
Si, 0.0086, -0.0044, 0.0054
Si, 0.006, 0.0074, -0.0024
Si, -0.0003, -0.0162, 0.0186
Si, 0.0051, -0.0088, -0.0108
Si, 0.0033, 0.0043, -0.0073
Si, 0.0054, -0.0096, -0.0111
Si, 0.0006, 0.0045, -0.0134
Si, -0.0031, -0.0055, -0.0092
Si, -0.0011, -0.0019, -0.0078
Si, 0.0089, 0.0027, -0.001
Si, -0.0128, 0.007, -0.0124
Si, -0.0054, -0.0067, -0.0111
Si, 0.0221, 0.0139, -0.0318
Si, 0.0395, 0.0152, 0.0217
Si, 0.003, 0.0073, 0.0026
Si, 0.0549, 0.0629, 0.0275
Si, 0.0329, 0.0224, -0.0012
Si, -0.0041, -0.0042, -0.004
Si, 0.0137, -0.0153, -0.0185
Si, -0.0088, 0.0054, -0.0153
Si, -0.0012, -0.0043, 0.0014
Si, -0.0198, -0.0247, -0.0078
Si, 0.0014, 0.0136, 0.0097
Si, 0.0088, -0.0209, 0.0127
Si, 0.0208, -0.0149, 0.0443
Si, 0.0088, 0.0052, -0.0049
Si, 0.0042, -0.0154, 0.0073
Si, -0.0001, -0.0095, 0.0067
Si, -0.007, -0.0082, -0.0023
Si, -0.0238, 0.0014, -0.0054
Si, 0.0018, -0.013, -0.0131
Si, -0.0144, -0.0173, 0.0758
Si, -0.0001, -0.0168, 0.0258
Si, 0.0019, -0.0092, -0.0044
Si, 0.0034, 0.0058, 0.0005
Si, -0.001, 0.0211, 0.011
Si, -0.0317, -0.023, 0.0228
Si, 0.052, -0.0269, -0.0044
Si, 0.0035, 0.0004, 0.0113
Si, 0.0125, 0.0014, 0.0116
O, 0.0027, 0.0043, -0.009
O, 0.0117, -0.034, -0.0134
O, -0.0025, -0.002, 0.0076
O, 0.0023, -0.0066, 0.0056
O, -0.0075, -0.0262, -0.0364
O, 0.0137, -0.0015, -0.0004
O, 0.0128, -0.0285, -0.0283
O, 0.0289, -0.0268, -0.0287
O, -0.0073, -0.004, -0.0015
O, -0.0039, -0.0049, -0.0018
O, 0.0071, -0.0143, 0.0065
O, -0.0035, 0.0049, -0.002
O, -0.0132, -0.0049, 0.0078
O, 0.0085, 0.0039, 0.003
O, 0.003, -0.0025, 0.0017
O, 0.0019, -0.0022, -0.0024
O, -0.0037, 0.0046, 0.0071
O, 0.0019, -0.0043, -0.0068
O, -0.0104, -0.0052, 0.0049
O, 0.0225, 0.0109, -0.0099
Si, 0.0221, -0.0261, 0.0304
Si, 0.0065, -0.0021, 0.02
Si, -0.0061, -0.0054, 0.0182
Si, -0.0034, -0.0063, 0.0049
Si, -0.0041, -0.0087, -0.0019
Si, 0.017, 0.0245, 0.0659
Si, -0.0031, 0.0208, 0.0015
Si, -0.0045, 0.011, -0.0018
Si, -0.0519, 0.0135, 0.0312
Si, -0.0132, 0.0081, 0.0156
Si, 0.0072, 0.0053, -0.0155
Si, -0.0042, -0.0059, 0.0197
Si, 0.0109, -0.0124, -0.0018
Si, 0.0214, 0.0092, -0.0062
Si, 0.0144, -0.01, 0.0064
Si, 0.0029, -0.0029, 0
Si, -0.0314, 0.0054, 0.0258
Si, -0.0077, -0.0349, -0.0135
Si, -0.0144, 0.0157, 0.0095
Si, 0.023, 0.0162, 0.0371
Si, 0.0113, 0.0144, 0.0133
Si, 0.0121, 0.0271, -0.0068
Si, 0.0107, 0.0057, -0.009
Si, -0.0009, -0.0359, -0.0192
Si, 0.0129, -0.0017, -0.0137
Si, -0.0065, -0.012, 0.006
Si, -0.0133, -0.0009, 0.0253
Si, -0.0446, -0.0162, -0.0299
Si, -0.0047, 0.0387, 0.0066
Si, -0.0366, 0.0136, -0.003
Si, 0.0033, 0.0053, -0.0076
Si, 0.0487, 0.0243, 0.0795
Si, -0.0005, -0.0111, 0.045
Si, 0.0034, 0.0329, -0.009
Si, 0.0018, -0.0134, -0.0082
Si, 0.0915, -0.1561, -0.014
Si, -0.0107, 0.0004, 0.0157
O, 0.0024, -0.015, -0.014
O, -0.0019, -0.0034, -0.0104
O, 0.0042, -0.0236, 0.0087
O, -0.0079, 0.0054, 0.0005
O, 0.0029, -0.0068, 0.0088
O, 0.0043, -0.001, -0.0033
O, 0.0024, -0.0006, 0.0013
O, -0.0081, 0.0076, -0.0093
O, 0.0032, -0.0095, 0.0015
O, 0.0009, 0.0046, 0.0038
O, -0.0038, 0.0161, 0.003
O, 0.0017, -0.003, 0.0085
O, 0.0083, -0.0039, -0.0045
O, -0.0076, -0.0075, -0.0038
O, -0.0217, 0.0182, -0.0165
O, -0.0018, -0.0013, 0.0077
O, 0.0029, -0.012, -0.0021
O, -0.019, 0.0153, 0.0072
O, 0.0003, -0.0064, 0.0097
O, -0.0031, -0.0037, -0.0051
O, -0.0123, -0.001, 0
O, -0.006, -0.0059, 0.0099
O, 0.0021, 0.0074, 0.003
O, 0.0064, 0.0026, 0.0057
O, -0.0151, 0.0097, -0.0205
O, -0.0083, 0.0064, -0.0011
O, 0.0351, -0.0385, 0.0105
O, 0.001, -0.0057, 0.003
O, -0.0028, -0.0014, 0.0005
O, 0.0016, -0.0123, -0.006
O, 0.0043, 0.0122, -0.0012
O, -0.0112, -0.0118, -0.0084
O, -0.0105, -0.0071, 0.0032
O, -0.0016, -0.0178, 0.0053
O, -0.0051, -0.0176, -0.0083
O, -0.0002, -0.0053, 0.0099
O, 0.0027, -0.0043, -0.0035
O, 0.0049, -0.0091, 0.0092
O, -0.0074, -0.0088, -0.0486
O, 0.0113, -0.0511, 0.0011
O, 0.0144, -0.0155, -0.0139
O, -0.005, -0.0021, 0.0089
O, 0.0031, -0.006, -0.001
O, 0.0017, -0.0013, -0.0013
O, 0.003, -0.007, 0.0018
O, 0.0052, -0.0001, 0.0006
O, -0.0035, 0.0026, 0.0085
O, 0.0052, 0.0039, 0.003
O, -0.003, -0.0037, 0.0053
O, 0.0006, 0.0017, -0.0014
O, 0.0044, -0.0025, 0.0006
O, 0.0004, 0.0032, 0.027
O, -0.0093, -0.0088, -0.0161
O, -0.0002, -0.0085, 0.0054
O, -0.0025, -0.0032, 0.0022
O, 0.0263, 0.0104, 0.0055
O, 0.0045, -0.002, -0.0027
O, -0.0053, -0.0042, -0.0117
O, 0.0021, 0.0024, 0.0004
O, 0.0098, -0.0094, -0.0019
O, -0.0008, -0.005, 0.0055
O, 0.0015, -0.0057, -0.002
O, 0.0072, -0.0152, -0.0054
O, -0.0024, 0.0019, -0.0032
O, 0.0042, 0.0085, -0.0349
O, -0.0087, 0.0201, -0.0081

The program warned: the cutoff lies below the one the program advises for these potential files; the exchange-correlation potential is rough where the density is thin.
